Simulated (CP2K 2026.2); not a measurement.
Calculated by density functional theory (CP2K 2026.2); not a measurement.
Periodic cell of 504 atoms, Si360O144, from a study of silicon, its oxide and their interface. The atomic structure is a simulated model.
Doubt: the forces sum to 2.33 eV/angstrom along one axis rather than to zero, so they err by at least 0.0046 eV/angstrom per atom on average; the grid cutoff is modest.

Settings: functional PBE; method Gaussian and plane waves; basis set DZVP-MOLOPT-SR-GTH; pseudopotentials GTH-PBE; grid cutoff 350 Ry, relative cutoff 50 Ry; k points Gamma only; occupations fixed; spin none; net charge 0.

Cell vectors (angstrom)
a 16.32 0 0
b 0 16.32 0
c -0.2789 -5.1256 33.5286

Atoms and the computed forces on them: element, x, y, z (angstrom), force x, y, z (eV/angstrom)
Si 1.632 14.664 0.374 -0.015 -0.119 0.721
Si 4.277 1.006 0.257 0.057 0.199 0.699
Si 0.819 -0.821 33.424 0.196 -0.09 0.795
Si 3.64 2.115 33.455 -0.002 -0.32 0.73
Si 1.568 9.34 0.052 -0.142 0.109 0.812
Si 3.772 12.483 0.062 0.261 -0.155 0.701
Si 6.582 15.333 0.187 0.034 -0.245 0.715
Si 9.275 1.628 0.255 0.044 -0.042 0.79
Si 7.155 3.87 0.166 -0.169 0.01 0.729
Si 8.897 1.906 33.434 0.241 -0.102 0.729
Si 6.696 4.162 33.512 -0.092 0.238 0.743
Si 9.848 12.056 0.012 -0.242 0.092 0.733
Si 12.439 14.695 0.055 -0.098 0.249 0.743
Si 14.759 1.539 0.073 0.197 -0.22 0.77
Si 12.156 -1.411 33.462 -0.2 0.367 0.684
Si 14.89 1.391 33.429 -0.126 0.124 0.842
Si 12.002 9.81 0.045 0.02 -0.147 0.782
Si 14.652 12.45 0.153 0.164 -0.042 0.794
Si 2.811 -0.121 1.646 -0.025 0.021 -0.021
Si 5.474 2.707 1.372 -0.012 0.012 -0.079
Si 2.753 5.494 1.129 0.039 0.027 -0.068
Si 5.444 8.217 1.4 0.04 -0.007 -0.053
Si 2.687 10.896 1.411 0.011 -0.009 -0.051
Si 5.428 13.617 1.341 0.025 -0.011 -0.08
Si 8.097 0.103 1.558 0.029 -0.012 -0.062
Si 10.905 2.751 1.451 0.014 0.025 -0.021
Si 8.23 5.481 1.422 0.001 0.031 -0.024
Si 10.805 8.171 1.231 -0.022 -0.013 -0.054
Si 8.196 10.876 1.24 -0.026 0.044 -0.044
Si 10.889 13.601 1.42 0.013 -0.011 -0.045
Si 13.591 -0.03 1.365 -0.001 -0.01 -0.009
Si 0.043 2.715 1.306 0.005 0.024 -0.027
Si 13.553 5.404 1.201 0.024 -0.058 -0.041
Si 16.294 8.115 1.261 0.01 -0.024 -0.04
Si 13.533 10.888 1.453 -0.042 0.008 -0.039
Si 16.281 13.515 1.494 -0.014 -0.001 -0.011
Si 1.375 1.375 2.734 -0.015 -0.005 0.012
Si 4.059 4.122 2.6 -0.022 0.026 -0.001
Si 1.388 6.787 2.621 -0.004 -0.008 0.031
Si 4.103 9.579 2.752 -0.005 0.012 0.021
Si 1.313 12.16 2.827 0.008 -0.005 0.023
Si 4.172 14.859 2.918 0.011 -0.02 0.052
Si 6.76 1.439 2.89 -0.011 -0.009 0.04
Si 9.601 4.163 2.793 -0.01 -0.026 0.029
Si 6.773 6.791 2.728 -0.005 0.003 0.019
Si 9.492 9.514 2.678 0.036 0.001 0.016
Si 6.828 12.232 2.633 -0.012 -0.014 0.003
Si 9.5 14.963 2.745 0.002 0.013 0.006
Si 12.225 1.31 2.752 -0.002 -0.016 0.023
Si 14.935 4.065 2.648 -0.01 -0.008 0.018
Si 12.219 6.806 2.578 -0.004 0.01 -0.019
Si 14.954 9.474 2.672 0.026 0.014 -0.016
Si 12.217 12.257 2.828 -0.001 0.025 0.022
Si 14.971 14.983 2.772 -0.019 0.009 0.012
Si 0.01 0.031 4.108 -0.02 -0.022 -0.003
Si 2.732 2.767 4.04 0.041 -0.002 0.001
Si 0.001 5.436 4.004 0.001 -0.001 -0.045
Si 2.717 8.158 4.036 -0.021 -0.027 -0.018
Si 16.279 10.794 4.122 -0.007 0.019 0.014
Si 2.705 13.534 4.166 0.012 0.007 -0.01
Si 5.462 0 4.214 0.011 0.007 -0.008
Si 8.196 2.794 4.139 -0.012 0.004 -0.022
Si 5.404 5.428 4.051 0.001 -0.01 0.001
Si 8.148 8.165 4.067 0.004 0.015 -0.028
Si 5.481 10.918 4.08 -0.008 0.011 -0.004
Si 8.148 13.578 4.069 -0.021 -0.009 -0.006
Si 10.863 -0.019 4.119 0.031 0.016 0.001
Si 13.608 2.706 4.059 0.02 0.02 -0.016
Si 10.947 5.51 4.099 0 0 0.012
Si 13.578 8.127 4.006 -0.023 -0.002 0
Si 10.843 10.849 4.097 -0.005 0.016 -0.021
Si 13.606 13.621 4.134 0.001 -0.016 -0.013
Si 1.372 -1.386 16.282 -0.021 0.011 0.007
Si 4.092 1.381 16.262 -0.006 -0.003 -0.015
Si 1.371 4.109 16.338 0.011 -0.011 0.011
Si 4.087 6.826 16.333 0.01 0 0.009
Si 1.377 9.527 16.348 0.008 0.013 0.004
Si 4.071 12.234 16.339 -0.012 -0.003 -0.001
Si 6.808 -1.345 16.32 0.014 0.01 0.017
Si 9.501 1.34 16.295 0.013 -0.026 -0.002
Si 6.808 4.081 16.265 0.012 -0.012 -0.001
Si 9.54 6.839 16.319 -0.025 0.018 -0.001
Si 6.786 9.513 16.355 -0.014 0.016 0
Si 9.494 12.225 16.291 0.004 0.004 -0.002
Si 12.223 -1.371 16.292 -0.007 -0.011 0.01
Si 14.942 1.383 16.264 -0.008 0.018 -0.009
Si 12.252 4.098 16.32 0.012 0.007 0.011
Si 14.976 6.792 16.341 -0.004 -0.006 0.003
Si 12.26 9.511 16.326 0.004 0.006 0.001
Si 14.941 12.191 16.306 -0.004 -0.02 -0.014
Si 2.711 0.039 17.588 0.022 -0.006 0.013
Si 5.482 2.702 17.624 0.005 0.005 0.001
Si 2.747 5.477 17.706 -0.022 -0.003 0.019
Si 5.413 8.176 17.745 0.021 0.01 0.014
Si 2.736 10.874 17.744 -0.01 -0.008 0.014
Si 5.434 -2.699 17.659 -0.025 -0.006 0.023
Si 8.15 0.017 17.718 -0.01 -0.012 0.011
Si 10.867 2.708 17.61 -0.023 -0.01 0.027
Si 8.136 5.474 17.602 0.004 0 0.005
Si 10.922 8.17 17.711 -0.004 0.026 0.012
Si 8.184 10.855 17.689 -0.006 0.008 0.016
Si 10.81 13.614 17.635 0.02 -0.003 -0.005
Si 13.623 -0.014 17.605 0.002 0.023 0.03
Si -0.065 2.767 17.64 -0.007 -0.005 -0.01
Si 13.619 5.439 17.721 -0.009 -0.025 0.013
Si 0.03 8.146 17.692 -0.02 0.004 0.024
Si 13.572 10.876 17.719 0.035 0.009 0.022
Si 0.041 13.508 17.612 0.001 0.006 -0.021
Si 1.265 1.342 18.901 -0.029 -0.02 -0.021
Si 4.156 4.065 18.965 -0.001 0.011 -0.012
Si 1.393 6.833 19.11 0.025 -0.009 -0.007
Si 4.057 9.519 19.166 0.009 -0.033 0.001
Si 1.389 12.253 19.097 -0.004 0 0.035
Si 4.098 -1.248 18.963 0.025 0.016 -0.046
Si 6.801 1.404 19.085 0.003 -0.007 0.005
Si 9.476 4.096 18.909 0.021 -0.029 -0.033
Si 6.807 6.782 19.039 -0.013 0.005 -0.005
Si 9.558 9.51 19.087 0.009 0.041 -0.001
Si 6.8 12.231 18.995 0 0.024 -0.01
Si 9.505 -1.362 19.071 -0.006 -0.002 -0.005
Si 12.262 1.361 18.939 -0.014 -0.007 -0.026
Si 14.989 4.117 19.123 0.014 -0.001 0.002
Si 12.266 6.794 19.088 0.005 0.007 0.014
Si 14.995 9.508 19.042 -0.01 0.024 -0.018
Si 12.097 12.244 19.005 -0.01 -0.04 -0.055
Si 14.981 -1.462 18.884 -0.02 0.004 -0.044
Si 0.034 -0.169 20.241 0.084 -0.016 0.008
Si 2.646 2.738 20.145 -0.02 0.014 0.013
Si 0.053 5.489 20.52 -0.026 -0.037 0.031
Si 2.707 8.165 20.599 0.021 0.02 0.058
Si 0.038 10.852 20.455 0.025 -0.052 0.042
Si 2.784 -2.596 20.332 -0.04 -0.008 0.025
Si 5.396 0.086 20.441 -0.032 -0.008 0.051
Si 8.135 2.855 20.38 -0.007 0.025 0.044
Si 5.483 5.394 20.412 -0.01 -0.011 0.038
Si 8.271 8.029 20.396 0.027 -0.063 0.028
Si 5.52 10.863 20.43 -0.026 -0.044 0.019
Si 8.068 -2.687 20.408 0.004 0.035 0.072
Si 10.91 0.039 20.34 -0.014 0.009 0.076
Si 13.611 2.666 20.369 0.008 0.05 0.04
Si 10.865 5.338 20.302 0.013 -0.004 0.045
Si 13.641 8.164 20.444 0.037 -0.019 0.031
Si 10.781 10.968 20.519 -0.082 0.03 0.047
Si 13.515 -2.703 20.219 -0.008 0.033 0.035
Si 1.65 -1.082 21.754 -0.148 -0.126 -0.704
Si 3.706 1.288 21.57 0.223 -0.108 -0.665
Si 1.711 4.244 21.664 -0.324 0.001 -0.764
Si 3.911 6.468 21.76 0.092 0.321 -0.751
Si 1.131 9.355 21.974 0.22 0.163 -0.695
Si 4.401 12.601 21.556 0.087 -0.05 -0.721
Si 6.541 -1.485 21.764 0.122 0.133 -0.808
Si 9.785 1.712 21.531 0.015 -0.141 -0.861
Si 6.997 4.339 21.902 -0.105 -0.172 -0.71
Si 9.391 6.401 21.759 -0.053 0.166 -0.669
Si 7.083 9.546 21.662 -0.335 -0.097 -0.686
Si 9.017 12.034 21.84 0.481 0.202 -0.713
Si 12.483 -1.124 21.632 -0.141 -0.09 -0.732
Si 14.773 0.955 21.464 -0.04 0.129 -0.677
Si 12.015 3.817 21.651 0.236 0.091 -0.757
Si 15.242 7.104 21.85 -0.107 -0.112 -0.758
Si 12.418 9.752 21.661 -0.181 -0.158 -0.809
Si 14.613 12.01 21.467 0.147 0.027 -0.797
Si 6.382 0.902 25.813 0.054 0.09 0.07
Si 4.598 1.833 30.454 -0.12 -0.002 0.132
Si 8.323 0.147 23.822 -0.215 -0.089 -0.138
Si 12.121 7.246 29.136 0.042 0.035 0.043
Si 11.707 -2.257 30.661 -0.009 -0.043 0.082
Si 3.692 3.801 26.597 -0.052 -0.194 -0.047
Si 7.591 8.34 31.782 0.09 0.023 0.029
Si 4.963 2.96 23.959 0.188 0.166 -0.156
Si 10.831 11.461 31.546 0.042 -0.049 0.123
Si 2.476 -1.711 27.199 -0.095 0.047 -0.067
Si 12.971 2.798 31.374 0.002 0.05 0.172
Si 6.217 8.909 26.573 -0.068 -0.008 0.024
Si 11.133 7.963 23.923 0.075 -0.082 -0.156
Si 13.956 4.809 29.427 0.023 0.094 0.035
Si 13.387 10.843 25.931 -0.1 -0.082 -0.036
Si 15.016 11.767 28.275 0.128 -0.121 0.103
Si 5.503 6.236 31.663 -0.067 -0.065 -0.002
Si 3.304 10.649 23.617 -0.219 -0.04 0.079
Si 0.466 7.708 29.279 -0.093 -0.006 0.075
Si 1.203 10.676 29.14 -0.073 0.055 -0.002
Si 5.374 -1.707 26.79 -0.082 -0.066 -0.057
Si 1.298 5.191 27.569 0.004 -0.093 0.07
Si 13.193 7.731 26.219 -0.087 -0.042 -0.125
Si 2.095 2.589 28.73 -0.026 0.007 -0.21
Si 0.426 0.128 28.504 -0.154 -0.07 0.052
Si 15.855 10.822 31.684 -0.129 -0.05 0.08
Si 13.036 0.071 26.575 -0.007 -0.076 0.055
Si 10.205 1.575 30.674 -0.063 0.059 0.03
Si 5.256 8.303 23.71 0.092 -0.095 0.008
Si 10.332 11.1 26.611 0.024 0.001 0.134
Si 14.266 -1.599 28.842 -0.087 0.004 0.023
Si 14.745 -3.608 24.326 0.053 -0.037 -0.127
Si 3.449 -3.776 29.02 0.143 0.078 0.157
Si 14.039 4.922 23.619 -0.023 0.092 -0.073
Si -0.243 5.919 31.412 -0.028 -0.014 0.175
Si 6.19 2.879 28.16 -0.131 -0.041 -0.018
Si 8.259 12.353 24.771 -0.122 0.106 -0.195
Si -0.134 2.76 23.453 0.035 0.015 -0.056
Si 15.672 0.952 25.71 -0.027 -0.068 -0.22
Si 10.323 0.594 27.894 -0.082 -0.004 -0.079
Si 12.149 -1.856 24.556 -0.063 -0.068 -0.201
Si 0.577 -1.671 24.691 0.067 0.084 -0.104
Si 9.5 6.287 28.269 -0.055 0.025 0.102
Si 6.718 7.339 29.19 -0.059 0.025 0.057
Si 2.79 -2.303 31.696 -0.108 -0.081 0.033
Si 5.342 -0.86 31.266 0.016 0.016 -0.023
Si 14.843 5.315 26.471 0.061 0.022 -0.008
Si 9.507 -3.799 29.259 -0.039 0.038 0.139
Si 6.391 -2.932 29.258 0.036 -0.147 0.009
Si 9.202 3.307 28.453 0.091 -0.124 0.043
Si 14.246 9.188 29.868 0.085 -0.039 0.078
Si 5.402 11.639 25.637 0.083 -0.07 -0.172
Si 9.342 8.495 26.272 0.004 -0.064 0.1
Si 9.604 -1.614 25.759 -0.034 0.004 0.063
Si 1.357 14.961 5.461 -0.001 0.01 -0.001
Si 4.053 1.391 5.459 -0.018 0.018 -0.001
Si 1.353 4.098 5.406 -0.006 -0.025 -0.014
Si 4.066 6.803 5.413 0.005 0.001 -0.001
Si 1.359 9.47 5.45 0.011 -0.006 0.003
Si 4.099 12.208 5.489 -0.001 -0.004 0.004
Si 6.838 14.941 5.494 0.007 -0.005 0.006
Si 9.527 1.376 5.465 -0.008 -0.012 -0.004
Si 6.784 4.117 5.455 -0.004 0.005 0.008
Si 9.529 6.83 5.436 0.006 0 -0.006
Si 6.807 9.526 5.437 -0.002 0.005 0.005
Si 9.5 12.223 5.448 -0.014 0.008 -0.001
Si 12.233 14.962 5.483 0.001 -0.002 -0.002
Si 14.959 1.374 5.455 -0.008 0.001 -0.007
Si 12.27 4.088 5.428 -0.001 -0.004 -0.001
Si 14.957 6.785 5.383 0.003 0.01 -0.012
Si 12.239 9.492 5.413 0.014 -0.006 -0.008
Si 14.952 12.218 5.457 0.015 0.017 -0.001
Si 2.706 0.015 6.815 -0.003 0.011 0.003
Si 5.437 2.735 6.809 0.016 -0.013 -0.01
Si 2.711 5.446 6.782 -0.005 0.017 -0.008
Si 5.435 8.158 6.779 -0.006 0.003 0.004
Si 2.721 10.841 6.811 0.011 -0.001 0
Si 5.444 13.595 6.832 -0.007 0.009 -0.006
Si 8.185 0.002 6.831 0.002 -0.009 -0.001
Si 10.898 2.739 6.8 0.002 0.001 -0.003
Si 8.162 5.47 6.797 -0.008 0.004 0.005
Si 10.887 8.165 6.806 -0.017 0.008 -0.002
Si 8.152 10.874 6.818 -0.006 0.004 -0.005
Si 10.868 13.583 6.81 0.01 0.006 0.004
Si 13.601 0.011 6.819 -0.001 0.006 -0.008
Si 0.011 2.735 6.792 -0.009 -0.005 0.003
Si 13.623 5.44 6.786 0.01 -0.026 0.008
Si -0.019 8.128 6.789 0.017 0.001 0.004
Si 13.584 10.858 6.794 -0.004 0.004 0.004
Si -0.003 13.588 6.807 0 -0.009 -0.006
Si 1.348 1.37 8.17 0.002 -0.01 0
Si 4.072 4.095 8.156 0.002 -0.012 0.002
Si 1.352 6.789 8.154 -0.007 -0.011 0.015
Si 4.084 9.497 8.166 -0.015 -0.005 0.007
Si 1.365 12.227 8.156 0.011 0.023 -0.005
Si 4.076 14.97 8.166 0.01 0.009 0.001
Si 6.797 1.364 8.161 -0.013 -0.003 -0.001
Si 9.52 4.093 8.15 -0.012 -0.014 -0.005
Si 6.799 6.817 8.158 0.013 0.008 -0.002
Si 9.525 9.521 8.167 0.015 0.008 0.007
Si 6.798 12.23 8.182 0 -0.005 0.006
Si 9.534 14.955 8.18 -0.006 0.012 0.005
Si 12.245 1.374 8.17 0.009 0.001 0.007
Si 14.972 4.085 8.157 0.009 0.008 0.003
Si 12.25 6.793 8.148 -0.002 0.009 -0.005
Si 14.956 9.507 8.149 -0.001 0.007 -0.002
Si 12.232 12.223 8.162 -0.008 -0.007 -0.003
Si 14.957 14.953 8.165 -0.001 -0.005 0.001
Si -0.005 -0.003 9.524 0.003 0.012 0.003
Si 2.719 2.729 9.519 -0.006 -0.01 0.005
Si 0.003 5.436 9.523 -0.006 -0.014 0.001
Si 2.714 8.148 9.516 0.013 0.008 -0.001
Si -0.002 10.869 9.511 0.001 0 0
Si 2.717 13.597 9.516 0 -0.004 -0.006
Si 5.439 0.005 9.523 -0.002 0.003 0.004
Si 8.16 2.73 9.511 0.006 -0.008 -0.004
Si 5.439 5.451 9.514 0.002 0.007 0.002
Si 8.162 8.165 9.525 -0.01 0.004 0.003
Si 5.435 10.866 9.528 -0.003 0.006 0.001
Si 8.162 13.596 9.527 0.002 0.007 0.001
Si 10.891 0.004 9.526 0.004 -0.008 0.001
Si 13.61 2.728 9.521 -0.002 0.004 0
Si 10.884 5.444 9.513 0.007 -0.001 0.005
Si 13.599 8.154 9.515 0.002 -0.004 0.008
Si 10.878 10.874 9.531 -0.008 0.006 0.008
Si 13.596 13.589 9.517 0.003 0.003 -0.001
Si 1.359 -1.363 10.881 -0.002 0.005 -0.001
Si 4.078 1.366 10.877 0.006 -0.003 0.001
Si 1.361 4.082 10.884 -0.004 0.011 0.006
Si 4.081 6.804 10.88 -0.018 0.002 0.003
Si 1.36 9.514 10.873 0.008 -0.005 0
Si 4.073 12.233 10.875 0.004 0.013 0.003
Si 6.798 -1.363 10.875 0.001 -0.005 -0.003
Si 9.518 1.366 10.869 -0.003 0.004 -0.001
Si 6.801 4.089 10.874 0.001 -0.009 -0.002
Si 9.524 6.801 10.879 0.001 0.001 -0.004
Si 6.802 9.52 10.889 0.006 0.004 0.006
Si 9.518 12.236 10.885 0.003 0 -0.001
Si 12.244 -1.365 10.881 -0.001 0.007 0.005
Si 14.959 1.36 10.883 -0.006 -0.005 0.005
Si 12.247 4.088 10.874 0.002 -0.014 -0.001
Si 14.963 6.799 10.873 0.015 -0.005 0.002
Si 12.241 9.511 10.882 -0.002 0.009 -0.004
Si 14.96 12.23 10.875 -0.007 0.002 -0.006
Si 2.724 -0.001 12.238 0 0.011 0.003
Si 5.436 2.732 12.232 -0.005 -0.004 0
Si 2.715 5.453 12.237 0.017 -0.014 0.003
Si 5.442 8.161 12.245 0 0.011 -0.001
Si 2.717 10.873 12.237 -0.007 0 -0.006
Si 5.437 13.592 12.228 -0.002 -0.009 -0.002
Si 8.16 0 12.224 -0.006 0.001 -0.001
Si 10.879 2.729 12.224 0.007 -0.004 -0.003
Si 8.163 5.444 12.24 0.003 0.002 -0.001
Si 10.879 8.161 12.246 0.003 -0.005 0.004
Si 8.158 10.883 12.249 0.007 0.015 0.003
Si 10.883 13.592 12.236 -0.009 0.005 -0.003
Si 13.598 -0.002 12.241 0.006 -0.004 0.001
Si 0.002 2.72 12.239 0.002 -0.008 -0.002
Si 13.605 5.447 12.237 -0.005 0.007 -0.006
Si 0.006 8.153 12.233 -0.022 0.006 -0.005
Si 13.606 10.867 12.239 0.002 0.001 0.007
Si -0.004 13.593 12.237 0.006 -0.002 0.002
Si 1.367 1.364 13.596 -0.003 -0.006 0.009
Si 4.075 4.1 13.587 -0.019 0.013 -0.002
Si 1.366 6.813 13.609 0.002 -0.001 -0.008
Si 4.085 9.526 13.605 -0.002 0.008 -0.001
Si 1.35 12.224 13.596 -0.002 0.006 0.005
Si 4.086 -1.37 13.589 0.01 -0.013 -0.005
Si 6.8 1.362 13.574 0.018 -0.004 -0.005
Si 9.535 4.09 13.595 0.003 -0.019 0.002
Si 6.805 6.805 13.603 -0.001 -0.002 0.004
Si 9.518 9.524 13.606 -0.016 0.009 -0.007
Si 6.785 12.238 13.602 -0.009 0.018 -0.003
Si 9.513 -1.369 13.582 0.016 -0.007 0.001
Si 12.224 1.363 13.583 -0.012 0.012 -0.005
Si 14.968 4.089 13.594 -0.003 -0.005 -0.004
Si 12.249 6.806 13.601 0 -0.004 0.001
Si 14.967 9.5 13.596 0.026 -0.004 -0.008
Si 12.242 12.228 13.593 0.012 -0.008 -0.007
Si 14.958 -1.365 13.597 -0.02 0.014 0.01
Si 0.004 -0.001 14.946 0.012 0.002 0.007
Si 2.715 2.751 14.948 0.023 0.003 -0.005
Si 0.008 5.447 14.963 -0.006 -0.006 0.007
Si 2.728 8.177 14.97 -0.001 0.002 -0.003
Si 0.002 10.85 14.96 -0.032 -0.012 -0.008
Si 2.728 13.577 14.938 -0.005 0.002 0
Si 5.451 -0.002 14.936 -0.013 0.001 0.004
Si 8.168 2.714 14.926 -0.01 0.004 -0.001
Si 5.429 5.456 14.953 -0.001 -0.014 -0.002
Si 8.153 8.175 14.97 0.024 0.013 0.006
Si 5.439 10.879 14.98 0.004 -0.002 0
Si 8.146 13.604 14.946 -0.006 -0.017 -0.005
Si 10.868 -0.01 14.936 -0.008 0.007 -0.001
Si 13.58 2.738 14.926 -0.002 -0.021 -0.007
Si 10.889 5.459 14.964 0.008 -0.001 0.002
Si 13.616 8.149 14.971 0 0.011 -0.008
Si 10.89 10.871 14.963 0.007 0.013 0.004
Si 13.598 13.583 14.953 0.016 0.004 0.011
O 2.67 0.15 22.15 0.045 0.117 0.459
O 9.594 7.005 26.826 0.145 -0.232 -0.458
O 6.656 8.723 23.019 0.422 -0.245 0.403
O 7.635 3.573 28.201 -0.022 0.651 -0.105
O 13.652 -0.065 22.105 0.224 0.034 0.191
O 3.982 -1.274 32.045 0.008 0.519 0.438
O 1.307 4.019 28.714 -0.552 0.107 0.632
O 10.912 2.722 22.162 0.061 0.023 0.623
O 2.789 -3.235 27.642 -0.172 -0.386 -0.297
O 4.226 9.417 23.155 -0.033 -0.188 -0.676
O 5.449 -2.634 22.235 -0.174 -0.084 0.617
O 9.95 8.612 24.79 -0.365 0.432 -0.141
O 12.368 7.364 27.549 -0.388 -0.221 -0.202
O 16.009 0.278 32.949 0.022 -0.02 -0.495
O 0.577 10.427 32.815 0.029 0.543 0.114
O 8.948 12.719 23.336 0.229 0.459 0.181
O 14.132 1.174 26.146 -0.082 0.678 -0.049
O 12.272 7.356 24.922 0.239 -0.53 -0.136
O 11.843 9.125 23.051 0.13 0.264 0.378
O 15.32 5.149 30.219 -0.003 -0.09 -0.374
O 7.201 -0.78 23.089 -0.048 -0.134 0.259
O 5.931 4.759 32.177 -0.106 -0.143 -0.352
O 1.528 -1.038 28.318 0.179 -0.133 0.304
O 9.756 -4.257 32.582 -0.044 -0.213 -0.275
O 13.588 9.286 26.246 0.234 -0.01 0.183
O 14.538 6.398 23.156 -0.372 0.307 0.292
O 6.079 -2.14 30.624 0.205 -0.155 0.44
O 2.999 -3.618 32.6 -0.449 -0.297 -0.292
O 2.435 3.162 33.077 0.097 0.175 -0.17
O 15.09 3.858 23.03 0.161 0.148 -0.188
O 2.828 5.318 22.194 -0.023 -0.103 0.344
O 5.14 11.212 33.136 0.058 0.003 -0.476
O 6.329 1.491 27.314 -0.077 -0.191 0.447
O 0.445 11.271 30.442 0.009 0.388 0.08
O 7.876 -3.608 29.304 -0.057 -0.268 0.075
O 2.825 2.539 27.241 0.138 -0.279 -0.243
O 12.969 -1.665 29.826 0.009 0.19 0.112
O 9.967 11.253 30.185 -0.343 -0.452 -0.087
O 3.968 11.121 25.028 -0.327 0.148 0.638
O 14.058 4.674 25.211 -0.25 -0.503 0.333
O 14.917 9.541 31.313 -0.064 -0.3 0.43
O 15.91 -0.388 24.826 -0.223 0.002 -0.471
O 3.947 -1.033 27.181 -0.013 0.684 -0.004
O 9.203 11.258 25.47 0.114 -0.562 0.016
O 0.227 11.268 27.967 0.093 0.186 -0.725
O 1.287 9.073 29.117 0.501 -0.168 -0.175
O 13.234 8.396 33.192 0.035 -0.084 -0.503
O 15.126 12.828 22.769 0.175 0.489 0.252
O 4.486 1.927 32.067 0.429 -0.253 -0.261
O 11.806 11.178 25.948 -0.102 0.033 -0.427
O 1.785 10.081 23.333 -0.34 0.149 0.418
O 7.234 9.757 32.445 0.132 0.262 -0.246
O 14.246 10.639 29.158 -0.438 0.256 0.028
O 8.137 10.69 22.126 0.172 -0.074 0.196
O 5.166 -3.186 26.176 -0.394 0.111 0.104
O 11.738 1.793 31.14 0.039 -0.503 0.243
O 10.667 5.823 33.019 0.219 0.141 -0.62
O 7.813 1.012 25.088 0.226 0.411 0.097
O 10.329 -2.472 29.788 -0.308 0.417 -0.288
O 2.759 5.114 26.859 0.173 0.552 -0.118
O 8.918 1.17 22.77 -0.328 0.385 0.418
O 7.773 8.801 26.222 0.074 0.282 -0.383
O 9.574 2.916 29.993 -0.072 0.338 0.294
O 14.581 6.904 26.284 0.34 0.362 -0.075
O 15.769 1.435 22.654 0.401 -0.236 0.213
O 11.489 -1.269 31.954 -0.523 0.432 -0.276
O 10.098 9.598 27.203 0.173 -0.098 0.634
O 11.816 -1.782 22.972 -0.678 -0.448 0.032
O 9.672 2.047 27.531 -0.094 0.067 -0.567
O 10.518 7.035 29.304 -0.148 0.244 0.504
O 11.895 0.688 27.527 0.289 0.385 0.129
O 9.382 1.219 32.025 -0.039 -0.428 -0.073
O 12.509 4.045 32.299 0.013 0.348 -0.198
O 1.275 3.379 22.989 0.151 -0.18 0.227
O 14.1 11.842 26.971 -0.076 0.611 -0.007
O 8.186 5.413 22.345 -0.005 0.158 0.459
O -0.01 8.24 22.409 -0.087 -0.152 0.54
O 14.982 -3.053 28.878 0.207 -0.047 0.529
O 4.112 2.319 22.759 -0.036 0.115 0.175
O 14.2 2.024 32.09 0.064 0.073 -0.432
O 0.175 0.737 27.047 0.447 0.046 0.03
O -0.111 2.3 24.993 0.067 0.316 0.21
O 16.065 -3.019 25.057 0.141 -0.274 0.488
O 6.363 -1.855 28.057 0.509 0.485 -0.053
O 0.11 4.98 26.473 0.233 -0.397 -0.667
O 2.393 8.498 33.165 -0.158 0.161 -0.358
O 10.961 -2.476 25.488 0.032 -0.347 0.291
O 5.102 3.835 27.42 0.315 0.338 0.012
O 6.721 11.799 24.656 -0.079 -0.191 -0.539
O 1.398 -1.566 32.071 -0.153 -0.173 -0.639
O 15.203 8.096 29.112 -0.229 -0.226 -0.462
O 4.927 0.259 30.179 0.066 -0.306 -0.429
O 5.659 6.439 30.057 -0.345 -0.165 -0.503
O 6.352 -0.361 32.424 0.198 0.475 -0.376
O 1.006 6.643 28.205 0.279 0.286 -0.278
O 14.226 4.736 27.842 -0.291 -0.095 0.065
O 0.681 7.074 30.754 0.473 0.242 0.139
O 1.808 -1.608 25.736 0.408 -0.066 -0.045
O 6.209 3.774 23.254 -0.092 -0.104 0.245
O 14.254 11.189 24.603 -0.001 -0.321 -0.055
O 1.085 1.414 29.228 0.007 -0.049 0.663
O 13.433 3.373 29.94 0.026 -0.318 -0.352
O 4.69 6.9 23.146 -0.001 -0.157 0.348
O 13.43 -2.405 33.212 0.031 0.008 -0.389
O 7.366 8.453 30.189 0.34 0.677 -0.19
O 5.394 1.708 24.858 -0.16 -0.135 0.27
O 6.033 -0.668 25.771 0.104 -0.22 -0.445
O 13.526 10.903 21.992 -0.153 0.186 0.484
O 9.91 4.725 28.114 0.206 -0.162 -0.168
O 0.675 4.899 32.241 -0.023 0.077 -0.535
O 5.803 2.615 29.711 0.221 0.068 0.032
O 5.384 8.276 25.32 -0.074 -0.19 0.201
O 12.755 8.554 29.883 -0.288 0.111 0.053
O 12.389 -0.386 25.172 -0.237 0.601 -0.395
O 8.336 -2.637 25.731 -0.331 0.081 0.545
O 11.518 10.151 32.187 0.078 -0.292 -0.398
O 13.736 -1.173 27.363 -0.055 -0.407 -0.382
O 15.414 -0.481 29.219 -0.16 0.252 0.64
O 14.984 -4.245 32.194 -0.175 0.161 -0.344
O 12.85 5.938 29.735 -0.224 -0.154 0.411
O 3.26 2.477 29.838 -0.232 0.367 0.436
O 7.758 3.015 33.017 -0.035 0.106 -0.481
O 7.958 6.406 28.747 -0.144 -0.413 -0.221
O 10.157 0.426 29.514 -0.276 -0.641 0.107
O 1.135 -1.699 23.17 0.078 -0.24 0.122
O 10.398 6.888 22.959 0.297 -0.336 0.262
O 13.486 -2.701 24.728 -0.001 0.192 0.111
O 10.045 -4.12 27.764 0.241 0.286 -0.135
O 3.452 11.96 22.708 -0.264 0.289 0.135
O 9.659 -0.662 27.082 -0.503 -0.024 0.082
O 14.974 6.6 32.364 -0.305 -0.034 -0.129
O 4.032 6.636 32.211 -0.195 -0.206 -0.321
O 2.755 11.103 29.184 0.18 -0.519 -0.201
O 6.528 7.267 32.371 0.018 0.16 0.838
O 9.521 -0.734 24.41 0.426 -0.118 -0.259
O 5.975 8.068 27.946 -0.475 -0.28 -0.041
O 12.6 4.585 22.974 -0.3 0.058 0.321
O 7.947 -2.391 33.168 0.141 0.04 -0.299
O 9.039 7.775 32.227 0.327 0.054 -0.475
O 11.998 -3.768 31.224 0.448 -0.081 0.217
O 5.795 10.479 26.724 0.18 0.046 0.417
O 5.078 -3.908 29.042 0.113 -0.568 -0.018
O 2.94 -2.745 30.163 -0.154 0.249 -0.284
O 4.038 3.806 25.003 -0.236 0.563 -0.25

Results
total energy: -101653.476 eV
total energy less fixed offsets of O -438.35, Si -107.03 eV per atom: -0.276 eV
